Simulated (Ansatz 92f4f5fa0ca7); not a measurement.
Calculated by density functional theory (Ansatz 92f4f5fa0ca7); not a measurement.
Periodic cell of 534 atoms, Si286O176H72, with a vacuum gap, from a study of silicon, its oxide and their interface. The atomic structure is a simulated model.

Settings: functional r2SCAN; potential files Ansatz PAW; basis plane waves; wave-function cutoff 800 eV; density cutoff ratio 5; exchange-correlation grid ratio 1; k mesh 1 x 1 x 1, Gamma-centred; self-consistency stop 2e-11 eV per atom in the density residual; occupations fixed; spin none; net charge 0; applied field sawtooth along c, amplitude -0.015 V/angstrom in the program's sign convention, ramp centred at 0.9881 of c and 0.0237 of c wide, no dipole correction.

Cell vectors (angstrom)
a	16.332	0	0
b	0	16.332	0
c	0	0	42.1314

Atoms and the computed forces on them: element, x, y, z (angstrom), force x, y, z (eV/angstrom)
Si	-0.227	0.422	28.535	0.002	0.008	-0.001
Si	2.649	2.766	28.679	-0.008	0.001	0.002
Si	-0.272	6.061	28.657	-0.004	-0.001	-0.004
Si	2.722	8.551	28.347	0.003	-0.004	-0.01
Si	0.694	10.993	28.378	0.009	0.006	-0.003
Si	2.207	15.185	27.543	0.003	0.002	-0.012
Si	3.853	1.376	27.267	-0.001	0.009	-0.023
Si	7.988	3.159	27.923	0.001	0.001	-0.012
Si	5.87	5.426	28.564	-0.006	0.015	-0.002
Si	8.056	10.818	29.25	0.009	-0.008	-0.01
Si	5.744	11.238	28.615	0.006	0.001	0.01
Si	8.961	15.114	27.25	0.006	-0.002	-0.031
Si	14.015	2.735	28.567	0.01	0.012	0.003
Si	12.336	1.383	29.573	-0.001	0.003	0.011
Si	11.386	7.341	27.608	0.004	-0.01	-0.018
Si	15.181	9.837	29.539	0.005	-0.004	0
Si	7.715	11.373	31.487	-0.017	0.014	-0.005
Si	11.853	16.379	27.607	0.006	-0.003	-0.023
Si	1.305	1.424	30.024	0.005	0.005	-0.007
Si	4.151	4.225	29.818	0.003	-0.005	-0.006
Si	1.5	7.058	29.788	-0.007	0.009	0.001
Si	4.3	9.671	29.726	-0.014	-0.006	-0.002
Si	1.638	12.478	29.979	0	0.003	0.007
Si	3.078	14.348	29.547	0.003	0.007	-0.002
Si	6.689	1.386	28.681	-0.007	0.009	-0.004
Si	9.58	3.916	29.62	-0.004	-0.004	-0.002
Si	7.149	6.997	29.832	0.002	-0.017	-0.006
Si	9.029	8.51	29.237	0.015	0.007	0.003
Si	5.956	13.027	31.579	0.007	-0.014	-0.025
Si	8.699	15.579	31.117	0.003	-0.01	0.015
Si	12.953	-2.047	28.135	0.002	0.002	-0.015
Si	15.146	4.244	29.898	-0.01	-0.003	-0.006
Si	12.508	7.144	29.668	0.004	-0.006	0.004
Si	13.774	8.071	26.235	0.003	0.009	-0.024
Si	11.726	12.688	29.502	0.001	0.004	0.003
Si	16.211	13.652	31.028	0.007	0	0.01
Si	0.028	2.845	31.326	-0.008	0.002	-0.013
Si	2.647	-0.169	31.121	-0.018	0.009	0.01
Si	0.025	8.379	31.099	0.01	-0.02	-0.002
Si	2.767	5.583	31.137	-0.011	-0.003	0.003
Si	-1.502	15.016	29.555	-0.003	-0.003	0.002
Si	2.85	10.885	31.216	0.011	0.005	-0.003
Si	5.337	2.759	31.193	0.002	0.003	0.01
Si	7.599	-0.707	29.001	-0.02	0.007	-0.012
Si	5.572	8.229	31.123	0	0.013	0.004
Si	8.301	5.372	31.077	-0.006	0.018	0.01
Si	5.3	13.454	29.42	-0.007	0.012	0.009
Si	9.752	12.103	28.132	-0.011	-0.007	-0.016
Si	10.836	2.53	31.02	0.013	0.005	0.002
Si	13.569	0.01	31.061	0.008	0.01	0.003
Si	10.799	8.21	30.973	-0.002	-0.006	0.003
Si	13.517	5.467	31.042	0.007	-0.017	-0.001
Si	10.554	13.917	31.252	-0.002	0.01	0.007
Si	13.408	11.087	30.766	-0.003	-0.01	0.019
Si	1.44	4.197	32.556	0.006	-0.017	0.008
Si	4.049	1.261	32.457	-0.005	0.002	0.003
Si	1.407	9.577	32.533	0.006	0.018	0.028
Si	4.166	6.88	32.485	0.014	0	0.029
Si	1.228	14.944	32.509	0.033	-0.006	0.01
Si	4.124	12.144	32.702	-0.015	-0.004	0.028
Si	6.85	4.058	32.448	-0.012	-0.007	0.005
Si	9.515	1.147	32.366	0.009	0.028	0.034
Si	6.786	9.554	32.626	-0.013	0.004	0.046
Si	9.618	6.757	32.451	-0.003	0.009	0.005
Si	6.961	14.859	32.584	0.003	-0.023	0.041
Si	9.494	12.348	32.639	-0.027	0.026	0.039
Si	12.173	4.03	32.371	-0.011	0.002	0.023
Si	14.916	1.384	32.488	0.006	-0.001	0.016
Si	12.158	9.659	32.264	-0.01	-0.013	0.017
Si	14.933	6.892	32.356	0.001	0.004	0.022
Si	12.214	15.029	32.5	-0.01	-0.023	0.027
Si	14.83	12.266	32.319	0.029	0.022	0.028
Si	-0.056	0.023	33.862	-0.027	-0.004	0.213
Si	2.747	2.711	33.845	0.012	-0.003	0.209
Si	-0.033	5.542	33.798	-0.028	0.002	0.214
Si	2.751	8.178	33.876	-0.041	-0.016	0.237
Si	-0.062	10.95	33.747	-0.026	0.021	0.199
Si	2.679	13.611	33.854	-0.027	0.037	0.168
Si	5.498	-0.036	33.784	-0.035	0.043	0.188
Si	8.179	2.608	33.742	-0.015	0.038	0.183
Si	5.509	5.456	33.817	0.029	-0.012	0.215
Si	8.238	8.143	33.823	0.059	-0.053	0.202
Si	5.416	10.788	34.072	0.007	-0.005	0.279
Si	8.203	13.619	34.093	0.024	-0.009	0.28
Si	10.886	0.018	33.9	0.03	-0.002	0.257
Si	13.552	2.753	33.817	0.026	0.016	0.195
Si	10.912	5.388	33.822	-0.029	0.006	0.169
Si	13.543	8.248	33.686	-0.002	0.012	0.166
Si	10.902	10.917	33.812	0.066	-0.069	0.223
Si	13.575	13.611	33.797	-0.005	-0.008	0.201
Si	1.338	1.38	35.195	-0.022	0.09	0.301
Si	4.136	4.083	35.178	0.04	-0.149	0.183
Si	1.348	6.821	35.193	-0.053	0.112	0.307
Si	4.042	9.458	35.355	0.082	0.026	0.727
Si	1.303	12.246	35.187	-0.038	0.207	0.19
Si	4.097	14.985	35.162	-0.06	-0.169	0.15
Si	6.81	1.334	35.181	0.062	-0.058	0.084
Si	9.521	4.009	35.137	0.117	0.008	0.015
Si	6.855	6.8	35.203	0.113	-0.035	0.162
Si	9.576	9.527	35.188	0.014	-0.105	0.11
Si	6.798	12.214	35.323	0.087	-0.036	0.753
Si	9.566	15.021	35.332	0.011	-0.139	0.655
Si	12.217	1.411	35.226	0.063	0.024	0.311
Si	14.956	4.134	35.148	-0.124	-0.025	0.066
Si	12.271	6.815	35.121	-0.074	0.05	0.003
Si	14.935	9.557	35.105	-0.19	0.084	-0.016
Si	12.233	12.269	35.198	0.04	0.009	0.147
Si	14.934	14.957	35.192	-0.058	0.138	0.209
Si	-0.021	2.761	6.897	0.049	-0.135	-0.217
Si	2.738	0.026	6.906	-0.106	-0.028	-0.186
Si	-0.035	8.193	6.878	0.116	-0.181	-0.176
Si	2.732	5.438	6.899	0.042	0.063	-0.168
Si	-0.014	13.615	6.934	0.099	-0.064	-0.264
Si	2.656	10.885	6.96	0.26	-0.028	-0.334
Si	5.471	2.714	6.92	-0.102	0.009	-0.216
Si	8.151	0.032	6.992	-0.009	-0.127	-0.317
Si	5.47	8.105	6.985	-0.059	0.208	-0.392
Si	8.205	5.399	6.9	0.042	0.154	-0.178
Si	5.42	13.632	6.942	0.092	-0.029	-0.458
Si	8.202	10.855	6.963	-0.178	0.155	-0.427
Si	10.84	2.727	6.972	0.031	-0.003	-0.162
Si	13.57	-0.005	6.899	0.054	0.068	-0.383
Si	10.932	8.148	6.901	0.001	0.007	-0.201
Si	13.603	5.471	6.915	-0.075	-0.141	-0.044
Si	10.9	13.612	6.986	-0.221	0.091	-0.417
Si	13.607	10.891	6.892	0.004	-0.038	-0.258
Si	1.396	4.068	8.271	-0.002	-0.008	-0.21
Si	4.075	1.391	8.3	0.026	0	-0.208
Si	1.32	9.495	8.296	0.096	-0.1	-0.242
Si	4.076	6.772	8.323	-0.085	0.059	-0.221
Si	1.395	14.967	8.265	-0.006	0.018	-0.192
Si	4.047	12.284	8.262	0.074	-0.11	-0.212
Si	6.838	4.064	8.276	-0.024	0.003	-0.22
Si	9.484	1.379	8.377	0.088	-0.06	-0.197
Si	6.83	9.502	8.3	-0.075	0.063	-0.213
Si	9.572	6.782	8.262	-0.051	0.029	-0.188
Si	6.794	14.967	8.316	0.067	-0.056	-0.211
Si	9.515	12.254	8.321	-0.064	0.073	-0.219
Si	12.217	4.101	8.293	0.06	-0.045	-0.17
Si	14.931	1.376	8.219	-0.002	0.015	-0.208
Si	12.299	9.497	8.278	-0.045	0.037	-0.194
Si	14.967	6.834	8.278	0	0.006	-0.197
Si	12.233	15	8.313	-0.064	0.054	-0.246
Si	14.94	12.249	8.275	-0.012	0.024	-0.206
Si	0.004	0.037	9.532	-0.025	-0.032	-0.024
Si	2.741	2.744	9.725	-0.008	-0.005	-0.035
Si	0.019	5.439	9.57	-0.019	-0.021	-0.005
Si	2.729	8.176	9.69	-0.002	-0.006	-0.003
Si	-0.053	10.85	9.612	-0.007	0.012	-0.037
Si	2.737	13.608	9.684	0.012	0.018	-0.032
Si	5.425	0.003	9.637	-0.013	-0.006	-0.026
Si	8.14	2.758	9.738	-0.016	-0.015	-0.03
Si	5.444	5.378	9.628	0.043	0.04	-0.03
Si	8.186	8.118	9.624	0.034	0.022	-0.026
Si	5.461	10.949	9.566	0.001	0.011	0.01
Si	8.15	13.62	9.714	-0.007	0.001	-0.013
Si	10.834	-0.034	9.707	0.016	0.029	-0.012
Si	13.52	2.643	9.62	0.005	0.022	-0.012
Si	10.927	5.491	9.704	-0.011	-0.021	-0.04
Si	13.649	8.174	9.73	-0.001	-0.005	-0.035
Si	10.905	10.862	9.583	0.004	-0.015	-0.012
Si	13.597	13.641	9.633	-0.001	-0.026	-0.024
Si	1.331	1.308	10.985	-0.012	0.01	-0.002
Si	4.172	4.075	11.118	-0.009	0.002	-0.017
Si	1.372	6.72	11.01	0	0.01	-0.009
Si	4.104	9.7	10.96	0.008	0	0.003
Si	1.298	12.204	10.922	0.01	-0.001	-0.01
Si	4.131	14.978	11.057	0.002	0	0.004
Si	6.74	1.343	11.032	0.001	-0.009	-0.009
Si	9.525	4.165	11.06	0.008	0.004	0.002
Si	6.765	6.77	10.951	-0.001	0.001	0.004
Si	9.568	9.499	10.935	-0.014	0.01	-0.002
Si	6.762	12.25	11.04	0.004	-0.011	0.001
Si	9.516	14.94	11.131	0.003	-0.018	-0.008
Si	12.141	1.325	11.093	0.016	-0.012	-0.009
Si	14.971	4.009	10.825	-0.001	-0.009	0.003
Si	12.343	6.778	11.133	-0.007	0.005	-0.006
Si	15.029	9.534	11.111	0.005	-0.007	-0.015
Si	12.204	12.255	10.943	-0.007	0.002	0.004
Si	14.974	15.066	10.903	0.001	0.022	-0.002
Si	-0.178	2.59	12.241	-0.011	0.005	-0.007
Si	2.631	-0.085	12.374	0.004	-0.002	-0.003
Si	0.14	8.132	12.417	-0.003	-0.015	-0.001
Si	2.962	5.636	12.413	-0.01	0.015	-0.008
Si	0	13.674	12.175	-0.012	-0.006	0.004
Si	2.663	10.989	12.384	0.005	-0.017	-0.004
Si	5.377	2.554	12.529	0.005	0.005	-0.006
Si	8.195	0.113	12.401	0.004	0.01	-0.003
Si	5.495	8.292	12.206	-0.006	0.007	0.015
Si	8.151	5.553	12.409	0.008	0.011	-0.013
Si	5.61	13.744	12.487	0.013	0.001	-0.017
Si	8.17	10.839	12.264	-0.001	0.006	0.022
Si	10.852	2.81	12.457	-0.003	-0.001	0.002
Si	13.565	-0.091	12.37	-0.005	0.004	0.017
Si	10.879	8.181	12.371	-0.006	0.003	0.003
Si	12.556	3.875	13.738	0.006	0.002	-0.025
Si	10.749	13.378	12.457	-0.008	0.002	-0.002
Si	13.705	11.101	12.305	-0.005	0.016	-0.01
Si	1.787	3.637	14.413	-0.008	-0.002	-0.036
Si	3.787	1.326	13.796	-0.008	-0.002	-0.019
Si	1.921	9.14	13.589	0.007	-0.005	-0.015
Si	3.782	7.518	13.505	0.004	0.013	-0.016
Si	1.488	14.634	13.63	0.013	-0.001	-0.011
Si	3.062	12.818	13.927	0.003	0.006	-0.017
Si	7.107	3.203	14.009	0.012	0.004	-0.014
Si	7.014	-1.252	13.853	-0.008	0	-0.013
Si	7.076	9.288	13.556	0.006	0.005	-0.037
Si	9.28	7.109	13.677	0	0.006	-0.027
Si	9.108	18.165	13.709	-0.008	0.003	-0.017
Si	9.555	11.885	13.808	-0.014	-0.001	-0.022
Si	13.803	5.302	12.35	0.01	-0.01	0.004
Si	14.623	1.528	13.639	0.005	-0.003	-0.035
Si	11.605	9.609	14.038	-0.012	0.006	-0.02
Si	17.068	5.579	16.191	0.001	0	-0.047
Si	13.118	14.546	13.958	-0.004	0.003	-0.03
Si	14.746	12.761	13.563	-0.001	0.006	-0.011
Si	-2.803	8.261	15.557	-0.005	0.002	-0.035
Si	17.373	3.274	23.849	-0.005	-0.001	-0.038
Si	17.598	20.97	26.597	0.001	-0.005	-0.024
Si	-3.111	3.458	22.874	0.002	-0.001	-0.036
Si	-6.371	17.776	20.655	0.006	-0.002	-0.041
Si	-10.391	22.828	24.151	0.006	-0.001	-0.038
Si	7.509	-5.78	18.713	0.002	0.006	-0.042
Si	16.863	1.223	20.347	0.005	-0.001	-0.038
Si	-20.834	17.571	18.439	-0.001	-0.003	-0.048
Si	-3.343	13.062	25.132	0.002	-0.006	-0.036
Si	2.463	10.276	21.768	-0.001	-0.009	-0.042
Si	16.689	8.605	20.695	0.001	-0.002	-0.037
Si	-2.707	7.482	18.361	0	0.004	-0.021
Si	14.753	11.039	16.033	0.004	0.005	-0.034
Si	4.781	16.165	20.61	-0.002	-0.001	-0.047
Si	15.876	-6.669	18.218	0.001	0.004	-0.049
Si	8.532	13.08	15.571	0.006	-0.002	-0.038
Si	16.106	11.796	22.365	-0.002	-0.008	-0.037
Si	10.69	-11.099	15.823	0	0.002	-0.047
Si	3.89	18.694	24.338	0.003	0.003	-0.034
Si	-6.496	28.987	18.365	-0.009	0.002	-0.044
Si	-0.787	30.47	23.959	0.003	0.004	-0.035
Si	11.723	4.434	27.488	0.001	0.002	-0.024
Si	5.053	9.93	20.175	0.007	0.002	-0.045
Si	1.939	9.531	16.657	0.003	0.004	-0.042
Si	5.728	11.469	26.316	-0.006	0.001	-0.03
Si	8.03	7.619	19.492	0.004	0.002	-0.033
Si	3.836	6.493	26.378	0.004	-0.012	-0.036
Si	7.947	31.456	24.287	0	0.009	-0.03
Si	21.534	-25.592	18.896	-0.005	-0.003	-0.044
Si	-6.26	-3.382	23.786	0.002	0.003	-0.046
Si	3.471	28.311	16.89	0.001	-0.003	-0.03
Si	-2.796	31.551	17.02	0.005	-0.002	-0.047
Si	22.339	20.092	22.959	-0.005	-0.001	-0.035
Si	20.683	18.624	18.741	0.008	0.001	-0.034
Si	10.701	4.347	21.112	0.001	0.002	-0.044
Si	-2.412	1.631	20.591	-0.002	-0.001	-0.036
Si	8.822	27.104	25.622	0.001	-0.008	-0.039
Si	19.871	-0.409	23.297	-0.002	0.003	-0.036
Si	-5.214	13.31	21.081	0.001	-0.001	-0.044
Si	15.212	-9.696	13.711	-0.007	0.006	-0.031
Si	18.443	0.583	17.799	-0.008	-0.003	-0.041
Si	6.746	-8.035	22.08	-0.002	0.002	-0.043
Si	14.422	10.4	24.511	0.002	-0.001	-0.041
Si	4.211	-18.006	17.955	0.002	-0.009	-0.049
Si	10.923	6.387	18.79	0.004	0.005	-0.051
Si	8.298	8.063	24.472	-0.004	-0.006	-0.026
Si	19.95	-21.366	24.323	-0.006	-0.008	-0.042
Si	26.42	5.576	23.659	0.002	0.002	-0.035
Si	6.902	2.092	16.866	0.004	-0.002	-0.034
Si	22.671	10.989	16.057	0	0.003	-0.043
Si	1.236	12.742	25.911	-0.003	0.001	-0.042
Si	32.337	5.999	19.172	-0.003	0	-0.044
Si	26.173	3.036	25.504	0.005	0.005	-0.027
Si	5.247	-2.68	24.435	-0.006	0.01	-0.033
Si	13.497	-5.105	20.578	-0.005	-0.001	-0.05
Si	9.753	18.766	16.523	-0.008	-0.001	-0.037
Si	-15.774	16.662	23.261	0	0.004	-0.022
Si	-9.018	0.966	22.128	-0.004	0.002	-0.038
Si	-4.266	-0.137	22.134	0	0.001	-0.035
Si	3.547	-9.23	16.391	-0.001	0.001	-0.049
Si	5.71	15.941	15.581	0.008	0	-0.028
Si	20.42	4.74	20.57	-0.003	0.004	-0.043
Si	1.12	4.146	21.108	-0.001	0.004	-0.038
Si	-2.471	8.734	22.061	0.008	0.002	-0.038
Si	13.179	6.269	23.698	-0.001	-0.005	-0.036
Si	29.139	28.598	17.806	0	0.006	-0.036
Si	30.81	7.828	28.493	0	-0.006	0.001
Si	11.992	17.566	24.727	0.006	0.005	-0.045
Si	32.53	-0.124	15.882	-0.012	0.006	-0.041
O	1.986	-0.285	23.708	0.002	-0.002	0.014
O	-1.255	1.596	27.922	-0.003	-0.005	0.01
O	5.452	13.057	25.941	0.004	-0.013	0.031
O	0.109	5.643	27.105	-0.001	0.004	0.021
O	0.329	1.823	23.827	0.001	0.002	0.008
O	10.417	1.715	24.751	-0.003	0.002	0.009
O	17.483	4.044	15.844	-0.002	0.008	0.013
O	-6.051	-0.265	27.261	-0.005	-0.001	0.003
O	0.605	19.856	13.337	0.025	0.011	0.016
O	-2.746	11.481	18.988	0.005	-0.002	0.029
O	28.431	-8.816	18.908	-0.005	0	0.018
O	8.253	14.465	14.778	-0.001	0	0.006
O	-3.636	16.393	17.756	-0.008	0.01	0.024
O	12.436	-15.57	26.231	-0.002	-0.009	0.036
O	3.566	2.156	25.884	0.005	-0.009	0.029
O	24.426	15.37	25.888	0.008	-0.002	0.045
O	16.821	16.633	21.659	0.001	-0.006	0.032
O	2.155	13.855	26.629	0.002	0.004	0.016
O	10.994	3.353	26.576	0.004	0.004	0.022
O	12.176	-7.96	26.585	-0.004	-0.002	0.013
O	-6.695	-14.894	15.239	0.006	0.001	0.024
O	17.704	0.472	19.222	-0.008	0.005	0.023
O	6.222	18.128	30.192	0.007	-0.006	0.005
O	11.481	13.14	24.567	0.006	0.001	0.014
O	11.636	5.899	23.938	0	0.001	0.01
O	15.394	0.909	14.936	0.013	-0.011	0.027
O	25.952	4.272	24.5	-0.002	-0.012	0.021
O	3.349	-0.143	26.99	-0.001	0.008	0.009
O	9.922	3.058	20.522	0.001	0	0.014
O	7.355	21.1	13.631	-0.01	-0.009	0.004
O	21.758	-15.026	27.644	0.005	-0.005	0.008
O	23.92	-8.941	21.031	-0.007	0.003	0.025
O	25.778	6.975	19.088	-0.006	0.001	0.014
O	9.301	14.365	23.873	-0.005	0	0.017
O	4.877	15.108	19.373	0.005	0.011	0.033
O	16.374	13.535	25.194	0.009	-0.008	0.022
O	-7.828	19.146	26.396	-0.007	0	0.021
O	0.146	9.879	19.699	0.005	-0.006	0.025
O	4.443	0.48	15.038	0.005	0	0.006
O	2.9	-0.805	17.621	-0.001	0.004	0.006
O	6.288	26.39	14.752	-0.008	0.01	0.028
O	-18.769	7.456	14.226	-0.009	0.012	0.023
O	-0.265	6.108	15.017	0.008	-0.006	0.018
O	7.229	10.222	17.16	0.008	-0.011	0.028
O	-16.932	15.729	23.859	-0.003	-0.006	0.012
O	6.688	-13.239	15.596	-0.005	-0.004	0.021
O	-7.064	13.388	17.012	0.011	0.002	0.038
O	-4.448	20.145	22.052	0.007	-0.002	0.019
O	0.985	0.734	16.663	0.008	0.003	0.022
O	-1.192	-0.803	16.934	-0.005	-0.003	0.015
O	17.009	8.834	17.396	-0.008	0	0.022
O	13.163	-6.682	20.896	0.004	-0.005	0.017
O	8.486	17.274	21.017	-0.009	-0.001	0.018
O	3.762	13.106	18.007	0.001	0.007	0.023
O	20.399	3.77	19.283	0	0.007	0.015
O	4.653	-3.215	13.682	-0.017	-0.003	0.011
O	12.216	16.284	23.748	-0.001	0.006	0.028
O	20.662	7.019	14.987	-0.005	-0.007	0.033
O	4.267	17.34	23.555	-0.002	0.003	0.016
O	1.311	2.6	20.679	-0.001	0.005	0.012
O	4.838	11.203	16.559	-0.009	0.003	0.02
O	17.851	19.87	27.748	0.003	-0.003	0.007
O	23.091	0.574	16.352	0.002	0.012	0.018
O	23.022	-2.174	23.921	-0.001	-0.001	0.018
O	11.525	5.901	26.821	-0.001	-0.001	0.02
O	-2.786	-13.689	14.221	-0.006	0.006	0.006
O	15.746	11.011	23.773	-0.005	-0.003	0.021
O	27.925	14.06	13.696	0.013	0.002	0.009
O	7.764	16.523	23.486	0.004	-0.015	0.025
O	20.883	12.435	23.599	0.003	0.001	0.01
O	12.883	18.807	24.131	-0.007	-0.01	0.019
O	17.867	9.691	15.098	-0.004	0.004	0.029
O	18.431	6.426	16.24	0.001	0	0.01
O	5.003	4.109	21.74	0.012	-0.006	0.026
O	-1.917	-10.011	19.167	0.004	-0.003	0.02
O	-1.429	11.539	21.314	0.011	0.002	0.022
O	-5.109	5.226	19.87	-0.003	-0.013	0.023
O	-1.73	9.469	15.67	0.002	0.003	0.009
O	26.177	27.424	26.845	0.005	0.01	0.025
O	9.716	3.95	15.955	0.001	-0.004	0.011
O	-0.218	13.392	22.638	-0.002	0.005	0.017
O	-8.188	25.551	19.339	0	-0.011	0.015
O	8.635	11.698	18.873	-0.003	-0.003	0.009
O	-7.915	18.594	17.444	-0.001	0	0.013
O	-6.155	-3.683	22.206	-0.005	-0.002	0.032
O	9.788	-11.063	22.089	-0.002	0.005	0.024
O	19.492	1.823	17.742	0.006	0.003	0.024
O	10.474	-5.652	14.457	0.016	-0.012	0.011
O	17.99	-6.599	27.968	-0.002	-0.003	0.001
O	0.715	3.977	25.246	0.002	0.008	0.025
O	16.798	7.264	19.803	0.002	0.007	0.02
O	5.18	3.285	24.254	-0.007	-0.004	0.02
O	4.454	6.515	17.578	0.012	0.002	0.033
O	1.25	11.373	21.834	-0.003	0.004	0.015
O	27.272	20.908	28.908	-0.01	-0.005	0.022
O	2.702	18.651	14.52	-0.005	0.005	0.011
O	11.223	-4.385	17.908	0.001	-0.002	0.007
O	5.919	9.521	21.472	0.006	-0.005	0.021
O	2.343	27.26	17.38	-0.002	0	0.007
O	20.855	6.425	24.917	-0.009	0.002	0.016
O	-2.853	11.531	25.136	-0.004	0.006	0.007
O	2.659	5.402	26.343	0.002	0.005	0.007
O	3.726	15.593	21.715	-0.006	-0.001	0.027
O	-2.174	2.727	21.768	-0.003	0.008	0.02
O	15.393	11.961	14.877	0	-0.014	0.021
O	12.948	-22.29	13.572	0.012	-0.001	-0.002
O	-0.65	-5.299	17.367	0	-0.005	0.017
O	16.334	4.754	20.122	0.004	-0.007	0.019
O	6.382	-1.808	28.805	0.016	0.004	0.004
O	41.631	9.178	25.408	0.003	0.013	0.009
O	12.824	2.053	19.453	0.007	0	0.023
O	8.165	8.219	14.182	0.006	-0.011	0.011
O	-13.062	8.644	16.756	-0.001	0	0.021
O	3.187	10.215	23.214	0.008	0.009	0.028
O	-5.182	2.184	17.306	0.009	-0.007	0.029
O	14.489	25.183	18.473	0	-0.001	0.004
O	27.347	5.776	17.3	0.001	0.007	0.036
O	4.205	-1.462	24.311	0.006	-0.009	0.01
O	13.272	23.59	22.389	-0.003	-0.008	0.019
O	9.94	6.392	14.989	0.007	-0.011	0.024
O	7.809	8.865	23.153	0.007	-0.002	0.021
O	7.004	7.292	25.102	0.001	0.002	0.02
O	5.224	14.864	16.701	-0.009	-0.004	0.02
O	5.01	6.148	27.411	0.002	-0.006	0.018
O	10.554	17.059	19.317	-0.008	0.004	0.025
O	15.442	8.534	21.727	-0.011	0.001	0.017
O	16.405	5.662	17.649	-0.01	0.002	0.033
O	6.152	0.095	21.416	0.009	0.004	0.021
O	14.669	25.676	25.716	0	-0.009	0.019
O	13.241	3.854	27.59	0	-0.007	0.011
O	12.028	21.055	15.044	-0.01	0.005	0.018
O	-2.368	-2.452	24.138	-0.007	-0.003	0.018
O	0.642	15.095	14.986	-0.006	0.006	0.01
O	29.75	0.263	21.32	-0.005	-0.004	0.018
O	3.21	24.233	26.911	-0.004	0.008	0.025
O	18.081	8.845	21.478	0.006	0.007	0.014
O	19.222	12.614	15.525	0.005	-0.006	0.018
O	12.02	25.153	15.407	0.008	-0.004	0.012
O	17.091	15.979	27.448	-0.006	0.003	0.011
O	10.956	17.337	21.845	0.006	-0.004	0.018
O	-10.673	7.375	22.83	-0.001	-0.006	0.02
O	29.927	25.936	23.389	0.002	0.007	0.024
O	7.056	12.421	15.816	-0.007	-0.002	0.019
O	9.34	-9.422	24.113	-0.004	0.006	0.011
O	-19.473	-18.814	17.83	-0.002	-0.007	0.01
O	-10.541	2.345	18.003	-0.014	0.003	0.017
O	-10.268	27.275	19.38	-0.008	-0.004	0.014
O	-4.706	-1.588	21.616	0.001	0.005	0.014
O	4.807	-7.726	19.261	0.001	0.008	0.02
O	6.808	23.33	18.616	0.002	0.003	0.003
O	-2.429	21.169	23.397	-0.001	0.005	0.011
O	12.368	28.618	21.029	-0.004	0.003	0.018
O	-12.71	-5.774	20.641	-0.01	0.002	0.025
O	2.541	4.921	21.027	-0.003	-0.002	0.016
O	4.344	1.262	19.992	0.002	-0.007	0.021
O	2.63	-13.264	23.635	0.004	-0.004	0.013
O	25.597	11.694	24.384	-0.006	-0.007	0.02
O	10.309	-2.814	19.676	0.01	0.004	0.03
O	13.056	15.103	15.485	0.002	0.004	0.032
O	13.6	7.207	16.77	0.001	-0.007	0.033
O	-3.03	11.658	16.396	-0.005	0.003	0.017
O	29.484	13.606	26.644	-0.001	0.009	0.035
O	6.969	2.531	22.484	-0.002	0.004	0.013
O	18.58	11.919	24.949	-0.006	0.005	0.015
O	4.576	10.643	25.475	0.011	0.003	0.023
O	4.737	6.15	20.137	-0.003	-0.008	0.015
O	9.865	7.901	27.912	-0.009	0.002	0.005
O	16.89	4.207	22.625	0	-0.004	0.025
O	9.411	-2.783	27.416	0.003	-0.002	0.013
O	15.338	17.776	19.847	-0.001	0	0.011
O	18.986	-11.464	13.845	0	-0.009	0.004
O	13.82	6.969	25.017	0.004	0.014	0.033
O	22.98	5.127	23.575	0	0.005	0.014
O	6.909	4.401	27.824	0.001	0.001	0.009
O	16.795	11.771	26.96	-0.007	-0.01	0.023
O	23.579	11.082	25.867	-0.008	0.002	0.015
H	0.523	2.208	36.128	0.285	-0.268	-0.214
H	2.173	0.572	36.128	-0.282	0.21	-0.239
H	4.947	3.251	36.111	-0.242	0.398	-0.207
H	3.3	4.89	36.111	0.215	-0.191	-0.287
H	0.523	7.639	36.126	0.358	-0.169	-0.171
H	2.17	5.999	36.126	-0.298	0.133	-0.257
H	4.885	8.659	36.287	-0.43	0.088	-0.149
H	3.232	10.292	36.287	0.139	-0.296	-0.198
H	0.497	13.083	36.12	0.329	-0.333	-0.2
H	2.122	11.422	36.12	-0.294	0.079	-0.344
H	3.279	15.811	36.095	0.348	-0.136	-0.27
H	4.91	14.154	36.095	-0.282	0.214	-0.287
H	7.644	0.524	36.113	-0.33	0.263	-0.311
H	6.001	2.168	36.113	0.275	-0.276	-0.304
H	8.722	4.853	36.069	0.086	-0.382	-0.316
H	10.354	3.199	36.069	-0.441	0.39	-0.245
H	7.662	5.963	36.135	-0.264	0.305	-0.206
H	6.009	7.597	36.135	0.303	-0.154	-0.323
H	10.391	8.698	36.121	-0.26	0.371	-0.21
H	8.74	10.335	36.121	0.24	-0.212	-0.327
H	7.633	11.405	36.255	-0.297	0.251	-0.117
H	5.988	13.047	36.255	0.206	-0.307	-0.149
H	10.365	14.177	36.264	-0.152	0.439	-0.145
H	8.723	15.821	36.264	0.433	-0.175	-0.167
H	11.377	2.214	36.159	0.463	-0.375	-0.172
H	13.02	0.571	36.159	-0.154	0.265	-0.271
H	15.773	3.307	36.081	-0.217	0.262	-0.304
H	14.13	4.951	36.081	0.349	-0.357	-0.201
H	11.447	7.635	36.053	0.247	-0.353	-0.266
H	13.089	5.989	36.053	-0.16	0.495	-0.263
H	14.115	10.381	36.038	0.317	-0.313	-0.246
H	15.756	8.734	36.038	-0.268	0.168	-0.329
H	11.414	13.094	36.131	0.252	-0.295	-0.315
H	13.053	11.446	36.131	-0.272	0.325	-0.22
H	15.768	14.148	36.124	-0.327	0.286	-0.254
H	14.114	15.781	36.124	0.149	-0.326	-0.243
H	-0.837	3.588	5.964	0.388	-0.221	0.257
H	0.794	1.933	5.964	-0.293	0.203	0.234
H	3.555	-0.8	5.973	-0.236	0.383	0.242
H	1.902	0.834	5.973	0.231	-0.237	0.276
H	0.79	7.374	5.945	-0.257	0.194	0.257
H	-0.856	9.015	5.945	0.35	-0.298	0.285
H	1.91	6.26	5.967	0.201	-0.243	0.289
H	3.568	4.631	5.967	-0.239	0.31	0.248
H	-0.848	14.424	6.001	0.298	-0.206	0.293
H	0.792	12.777	6.001	-0.33	0.319	0.209
H	3.466	10.052	6.027	-0.146	0.206	0.23
H	1.836	11.71	6.027	0.283	-0.359	0.245
H	4.659	3.547	5.988	0.27	-0.242	0.276
H	6.28	1.88	5.988	-0.387	0.315	0.229
H	8.994	-0.768	6.059	-0.215	0.241	0.266
H	7.317	0.842	6.059	0.355	-0.353	0.268
H	4.626	8.904	6.053	0.191	-0.173	0.228
H	6.316	7.308	6.053	-0.327	0.256	0.272
H	9.004	4.555	5.968	-0.383	0.408	0.225
H	7.398	6.236	5.968	0.267	-0.258	0.255
H	4.608	14.463	6.01	0.384	-0.26	0.236
H	6.23	12.798	6.01	-0.187	0.204	0.246
H	9.038	10.048	6.03	-0.258	0.328	0.285
H	7.367	11.663	6.03	0.196	-0.221	0.226
H	10.006	3.537	6.039	0.351	-0.458	0.256
H	11.68	1.924	6.039	-0.282	0.204	0.307
H	12.767	0.836	5.967	0.227	-0.316	0.226
H	14.39	-0.828	5.967	-0.337	0.206	0.242
H	10.117	8.977	5.969	0.301	-0.253	0.259
H	11.755	7.328	5.969	-0.381	0.349	0.234
H	12.785	6.296	5.983	0.324	-0.39	0.26
H	14.43	4.654	5.983	-0.287	0.29	0.281
H	10.101	14.456	6.054	0.209	-0.29	0.207
H	11.718	12.787	6.054	-0.288	0.29	0.293
H	14.427	10.067	5.96	-0.282	0.379	0.255
H	12.787	11.714	5.96	0.219	-0.346	0.248

Results
free energy: -284444.491 eV
free energy less fixed offsets of H -15.71, O -570.45, Si -639.56 eV per atom: -0.011 eV

The program warned: the cutoff lies below the one the program advises for these potential files; the forces do not sum to zero within the program's tolerance; empty levels may hold ghost states of the PAW files; the exchange-correlation potential is rough where the density is thin.
